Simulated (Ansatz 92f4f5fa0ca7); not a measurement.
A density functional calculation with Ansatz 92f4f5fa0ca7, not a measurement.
Periodic cell of 248 atoms, Si164O84, from a study of silicon, its oxide and their interface. The atomic structure is a simulated model.
Doubt: the cutoff is far below the 930 eV that the study's wrapper takes by default for these files, so forces and energies are approximate.

Settings: functional PBE; potential files Ansatz PAW; basis plane waves; wave-function cutoff 580 eV; density cutoff ratio 5; exchange-correlation grid ratio 1; k mesh 1 x 1 x 1, Gamma-centred; self-consistency stop 5e-08 eV per atom in the density residual; occupations fixed; spin none; net charge 0.

Cell vectors (angstrom)
a  10.938  0  0
b  0  10.938  0
c  0  0  37.5738

Atoms and the computed forces on them: element, x, y, z (angstrom), force x, y, z (eV/angstrom)
Si  0  0  0.683  0.0496  -0.0821  -0.0131
Si  5.469  0  0.683  0.0144  -0.0205  -0.0026
Si  2.7345  2.7345  0.683  0.0433  -0.058  -0.0006
Si  8.2035  2.7345  0.683  -0.0184  -0.0515  -0.0086
Si  0  5.469  0.683  -0.0218  -0.018  -0.01
Si  5.469  5.469  0.683  -0.021  -0.0468  -0.0127
Si  2.7345  8.2035  0.683  -0.0616  0.016  -0.0081
Si  8.2035  8.2035  0.683  -0.002  -0.0129  -0.004
Si  1.3673  1.3673  2.0503  0.0482  -0.0011  -0.0332
Si  6.8362  1.3673  2.0503  0.0997  -0.0145  -0.093
Si  4.1018  4.1018  2.0503  0.0899  0.0411  -0.0222
Si  9.5708  4.1018  2.0503  0.1074  -0.0059  -0.1048
Si  1.3673  6.8362  2.0503  0.0364  -0.0007  -0.0763
Si  6.8362  6.8362  2.0503  0.0192  -0.0342  -0.0444
Si  4.1018  9.5708  2.0503  0.0619  0.0122  -0.0958
Si  9.5708  9.5708  2.0503  0.0791  0.0137  -0.0258
Si  2.7345  0  35.5223  0.0078  0.0294  0.2185
Si  8.2035  0  35.5223  -0.0404  -0.0189  -0.1754
Si  0  2.7345  35.5223  -0.0816  -0.008  -0.0696
Si  5.469  2.7345  35.5223  -0.0775  -0.0232  0.0514
Si  2.7345  5.469  35.5223  -0.0788  0.0498  -0.1479
Si  8.2035  5.469  35.5223  -0.1159  -0.04  0.2185
Si  0  8.2035  35.5223  -0.0895  -0.0016  0.0867
Si  5.469  8.2035  35.5223  -0.0973  -0.0043  -0.0548
Si  4.1018  1.3673  36.8896  -0.0175  0.0228  0.0121
Si  9.5708  1.3673  36.8896  -0.0118  0.0479  0.0005
Si  1.3673  4.1018  36.8896  0.0024  0.0436  -0.0045
Si  6.8362  4.1018  36.8896  0.0096  0.054  0.0121
Si  4.1018  6.8362  36.8896  0.019  0.0239  0.0128
Si  9.5708  6.8362  36.8896  0.0299  0.0071  0.0024
Si  1.3673  9.5708  36.8896  0.0201  0.0355  -0.0103
Si  6.8362  9.5708  36.8896  -0.0274  0.0443  -0.0057
Si  -0.583  0.6049  27.2726  0.5223  -0.3149  -0.2704
Si  5.9328  -0.4031  27.5216  -0.2593  0.1269  -0.1131
Si  2.1949  3.3241  27.5497  0.63  -0.3291  -0.0604
Si  8.511  2.1227  27.4068  -0.7177  0.2991  -0.141
Si  -1.4393  3.9844  28.6069  0.0483  -0.0606  0.0583
Si  5.0191  5.7094  27.5736  -0.0359  -0.0474  -0.6206
Si  2.8519  7.8835  27.4109  0.1064  -0.0484  -0.5253
Si  7.6254  8.8264  27.2091  0.0322  -0.2539  0.0893
Si  1.2156  1.4428  28.6033  -0.0335  0.0937  0.0007
Si  6.8422  1.2931  28.8651  0.0767  0.1002  0.1004
Si  3.8776  4.2042  28.9606  -0.0301  0.0288  0.1761
Si  11.2987  4.9554  27.4278  -0.5844  0.2845  -0.0916
Si  1.2838  6.7325  28.7257  0.0188  -0.0197  0.0437
Si  6.7781  6.941  28.5398  0.0247  0.1961  0.0184
Si  4.0548  9.5647  28.6131  0.0298  -0.0781  -0.0308
Si  9.454  9.6837  28.5097  -0.0383  -0.0476  0.0653
Si  2.6515  0.0344  29.9288  0.0138  -0.0149  -0.1503
Si  8.2173  -0.0433  30.1671  0.0625  -0.0135  0.1828
Si  -0.0907  2.7201  30.1157  -0.0907  -0.014  0.0596
Si  5.387  2.7468  30.0716  0.0345  -0.037  -0.1018
Si  2.5913  5.5509  30.2897  -0.0171  -0.0179  0.3089
Si  8.1472  5.4892  29.8962  0.0573  0.0209  -0.1337
Si  -0.1122  8.2328  29.8894  -0.0627  0.0771  -0.0026
Si  5.4096  8.2097  30.0561  0.0013  -0.0372  -0.0212
Si  4.0231  1.3423  31.3876  0.0183  0.0576  0.0408
Si  9.546  1.3498  31.5133  0.0187  -0.0131  -0.0734
Si  1.2568  4.0806  31.5231  0.0019  0.1  -0.0437
Si  6.8024  4.1436  31.3579  -0.0355  -0.0212  0.004
Si  4.0754  6.8873  31.5054  -0.0646  0.0261  -0.0258
Si  9.5075  6.8439  31.327  0.0229  0.0023  -0.0517
Si  1.3011  9.574  31.3119  -0.017  -0.012  -0.0386
Si  6.7881  9.5404  31.463  0.0543  -0.0055  -0.1112
Si  0.0032  -0.0298  32.7989  -0.0539  0.047  -0.0077
Si  5.4155  0.0031  32.7837  0.0344  -0.0342  -0.035
Si  2.6979  2.7148  32.803  -0.0261  0.03  -0.0088
Si  8.151  2.767  32.782  0.0499  -0.0496  -0.0262
Si  -0.0879  5.5081  32.7971  0.0338  -0.0552  0.0025
Si  5.4576  5.4741  32.7973  -0.0512  -0.0025  -0.0323
Si  2.6706  8.2591  32.7826  0.074  0.0101  -0.0114
Si  8.1781  8.1721  32.7808  -0.0828  -0.0102  0.0119
Si  1.3555  1.3444  34.1692  0.0549  -0.0401  -0.0019
Si  6.811  1.3646  34.1451  -0.0377  0.0402  -0.0089
Si  4.0902  4.089  34.1504  0.0181  -0.015  -0.0042
Si  9.5388  4.1006  34.1619  -0.0343  0.0708  0.0098
Si  1.3422  6.8423  34.1459  0.015  -0.0437  -0.005
Si  6.8288  6.8211  34.1659  0.0439  -0.0021  0.0112
Si  4.0761  9.5721  34.1607  -0.027  0.0395  0.0141
Si  9.5566  9.5453  34.1481  0.026  -0.0082  0.0017
Si  2.7604  0.0139  3.4131  -0.014  -0.0192  0.0389
Si  8.2305  0.0187  3.4106  -0.0081  -0.0416  -0.0024
Si  0.0212  2.7485  3.4111  -0.0163  -0.0199  0.0068
Si  5.5016  2.7499  3.4098  -0.0136  -0.0513  0.005
Si  2.7468  5.4789  3.4063  -0.0214  0.0062  0.0132
Si  8.216  5.4667  3.4072  -0.0007  0.0078  0.0299
Si  0.0035  8.1954  3.419  0.0226  0.029  0.0179
Si  5.4731  8.2047  3.4074  -0.0096  0.0421  0.0281
Si  4.1506  1.3836  4.7714  0.0927  0.0365  0.0293
Si  9.6065  1.3848  4.7805  0.098  -0.001  -0.0003
Si  1.4039  4.1043  4.7728  0.0074  0.0012  0.0956
Si  6.903  4.0759  4.7891  -0.0166  0.0601  0.0558
Si  4.1248  6.8227  4.7763  -0.0333  -0.0061  0.0239
Si  9.5926  6.7997  4.7874  -0.0648  -0.0527  0.0731
Si  1.407  9.5551  4.7589  -0.0356  0.0243  -0.0225
Si  6.876  9.5609  4.7417  0.0076  0.0186  0.0495
Si  0.0738  0.0193  6.0951  -0.0386  0.0215  0.0757
Si  5.5733  0.0309  6.1053  -0.1004  -0.0967  -0.0016
Si  2.8318  2.7968  6.1362  -0.0829  -0.091  0.1708
Si  8.3027  2.7547  6.204  -0.0537  -0.0238  0.0289
Si  0.0128  5.4104  6.1717  0.1089  0.0784  -0.0068
Si  5.519  5.4488  6.1149  0.1331  -0.0232  0.0913
Si  2.7435  8.1755  6.1404  0.0856  -0.0544  0.0351
Si  8.2006  8.1687  6.1204  -0.0782  0.0038  0.0644
Si  1.4903  1.3721  7.4552  0.1563  0.1313  -0.1969
Si  6.9363  1.3751  7.5359  -0.0628  -0.0253  0.0111
Si  4.2161  4.1459  7.5737  -0.0561  -0.0969  0.0663
Si  9.6709  4.0689  7.6622  0.1034  -0.1285  0.0986
Si  1.3622  6.7885  7.5223  -0.0781  -0.0191  -0.0278
Si  6.8528  6.7706  7.5332  -0.0671  0.0678  -0.0755
Si  4.2134  9.5439  7.3952  0.0941  0.1329  -0.0966
Si  9.6069  9.5683  7.3872  -0.0414  0.0593  -0.1353
Si  2.9269  0.0051  8.7276  -0.1276  -0.1135  -0.0899
Si  8.2087  -0.154  8.8192  0.2632  0.2019  -0.0138
Si  0.2624  2.6694  8.9806  -0.0466  -0.0921  0.0985
Si  5.5936  2.6987  8.9543  0.1397  0.182  -0.0967
Si  2.7909  5.5274  8.9394  0.0262  -0.0758  0.2463
Si  8.2657  5.4916  8.9604  -0.0057  0.0557  0.1438
Si  -0.0275  8.2423  8.7872  -0.0513  -0.115  0.1922
Si  5.4088  8.152  8.8481  -0.0922  -0.0052  0.2395
Si  4.1352  1.3591  10.2309  -0.3107  0.5526  -0.2921
Si  10.5459  1.033  10.5851  0.1179  -0.1935  -0.1587
Si  1.9449  3.7376  10.2751  -0.2321  0.4589  0.0418
Si  6.9708  4.0773  10.3385  -0.002  -0.0423  0.1121
Si  3.6273  7.3494  10.2673  -0.0739  -0.0753  -0.0899
Si  9.3584  7.1841  10.2592  0.1082  0.1245  0.0266
Si  1.4801  9.6013  9.9493  0.0578  0.0355  0.3164
Si  6.9997  9.3124  10.1062  0.0272  -0.5246  0.2275
O  2.4437  8.4592  10.7353  0.3109  -0.0861  -0.4468
O  8.331  2.1754  13.6711  0.1354  0.0905  -0.1326
O  3.036  2.5555  10.6564  0.0112  -0.0686  -0.0024
O  -0.7013  6.6027  11.5653  -0.1392  0.1266  -0.2822
O  0.6605  10.7118  10.9318  -0.1194  0.1279  -0.2617
O  6.2719  10.1228  11.3485  -0.0079  0.0416  0.0121
O  2.9119  8.5732  14.8491  0.0565  0.0058  -0.1069
O  8.1596  8.2583  10.74  -0.0582  0.0118  -0.2768
O  -1.8385  0.4406  10.1038  -0.0329  0.0173  -0.1748
O  -4.5946  6.6199  17.9494  0.0541  -0.0005  0.0447
O  8.0236  3.1276  11.1947  -0.0766  -0.0205  -0.1011
O  10.2829  1.8773  11.9607  0.08  -0.101  0.1451
O  -0.0978  0.465  25.6581  -0.1202  0.2052  0.4032
O  2.0014  8.3939  26.0794  0.1013  0.0254  0.3235
O  10.4995  5.4862  26.0529  0.1244  -0.185  0.1641
O  4.0003  6.8161  26.8276  -0.0677  0.021  0.6293
O  16.3599  4.6503  26.3511  0.0019  0.0772  0.1817
O  7.6919  2.1726  25.9145  0.293  -0.1055  0.1721
O  5.5866  11.3268  26.0861  0.1419  -0.0965  0.1521
O  3.6532  4.6794  24.401  0.0776  -0.1224  0.2418
Si  4.9625  5.8696  17.4354  -0.0715  -0.0234  0.0251
Si  5.1897  12.1378  18.8578  -0.0568  0.0357  0.0726
Si  0.1633  11.5305  18.6514  0.0839  0.0559  0.0594
Si  4.6372  -1.6471  20.9609  0.0219  -0.1291  0.0939
Si  -0.2179  10.6185  24.2284  -0.2244  -0.1137  -0.1272
Si  9.0808  2.8749  12.4195  -0.1932  0.0739  0.0067
Si  2.5745  12.7599  14.9557  0.0095  0.0758  0.2338
Si  0.7441  5.6222  15.3326  0.0045  0.0261  0.1029
Si  -0.0649  4.461  22.3144  0.1966  -0.1479  -0.0789
Si  7.1933  10.2313  20.1117  -0.1335  0.0252  0.1067
Si  9.6734  8.8072  18.6988  -0.0211  -0.0225  0.0564
Si  2.5491  4.6947  18.9157  -0.061  0.0185  0.1108
Si  2.4592  4.0719  13.1398  -0.0728  0.0357  0.1293
Si  3.0009  10.1858  18.5297  0.0729  -0.0154  0.0553
Si  -3.8004  6.9834  14.1765  0.1382  0.2229  0.177
Si  6.5671  -0.6166  22.9453  -0.0142  -0.1184  -0.1022
Si  10.1062  6.1648  24.6338  0.0137  0.1106  -0.2986
Si  1.5871  8.2332  24.5181  0.1798  -0.1066  -0.2549
Si  7.0072  1.4794  14.2701  0.0232  -0.1377  0.3014
Si  3.0312  7.1812  22.133  0.0358  -0.1646  -0.1081
Si  3.6583  9.9609  14.4076  0.0746  0.05  0.36
Si  0.1758  1.4682  21.5869  0.1464  0.238  -0.0573
Si  5.0356  5.6442  12.4531  -0.0035  0.0034  -0.1776
Si  13.686  7.8339  16.311  -0.0219  -0.0317  0.0013
Si  5.2364  3.0072  16.351  -0.0341  -0.0349  0.0067
Si  11.614  6.7443  20.2842  0.1114  -0.0886  0.1195
Si  6.3903  1.4918  25.1702  0.1128  -0.1817  -0.0258
Si  7.4599  7.4683  17.0789  -0.0495  0.0947  -0.0974
Si  0.7314  14.0604  16.9428  0.0353  0.0221  -0.058
Si  3.0135  4.3576  22.9583  -0.0438  -0.0167  -0.2077
Si  9.7563  5.9074  12.9712  -0.1009  0.0899  0.2342
Si  -7.8542  2.3833  20.9798  -0.0046  0.0335  0.0463
Si  8.2139  8.6252  24.8426  -0.0501  0.1148  0.1452
Si  4.4098  3.7133  25.4695  -0.1273  0.2558  -0.1306
Si  6.5943  9.6794  15.2999  0.0679  -0.0537  -0.0517
Si  5.1416  11.1073  12.0196  0.1697  -0.1948  0.3543
O  0.3962  7.1597  24.2434  0.0122  -0.0651  0.0464
O  5.3045  15.5647  16.4396  -0.0044  0.0099  -0.0151
O  7.4596  11.0337  15.0346  -0.0519  0.1113  -0.048
O  -0.1114  2.0672  17.9095  -0.0722  -0.0679  0.0404
O  5.4622  13.3877  17.8675  0.0552  -0.0356  0.04
O  2.4809  3.664  20.167  0.0102  0.0113  -0.0557
O  12.716  11.2653  18.5725  -0.065  -0.0039  -0.0239
O  9.8824  5.0016  23.4974  -0.0845  0.0942  0.1888
O  8.2524  6.4847  13.1349  -0.0427  -0.0468  -0.0174
O  6.9256  8.991  16.7407  -0.0395  -0.0398  -0.0063
O  5.9448  9.18  20.0024  0.0439  0.0293  -0.0797
O  8.7336  7.0701  24.6758  -0.0299  -0.038  0.0673
O  7.5787  10.488  21.6752  0.0068  -0.0003  -0.0028
O  -0.3679  11.7113  20.2012  -0.0358  -0.0453  -0.0354
O  1.4473  6.8289  16.2101  -0.01  -0.0112  -0.006
O  6.4196  2.5265  15.3583  0.038  -0.0258  -0.0717
O  4.3661  7.8002  21.4888  -0.0484  0.0422  -0.0314
O  3.2174  2.9233  26.2747  -0.227  0.0458  -0.0546
O  -0.2726  -3.0461  19.6247  -0.0284  0.0654  -0.0536
O  10.9437  4.4745  16.2914  -0.0036  -0.0302  -0.0138
O  1.8891  4.892  14.4292  0.0806  -0.0575  -0.1391
O  5.3447  2.637  24.7244  0.0551  -0.0509  -0.0722
O  1.094  9.6865  23.9861  0.0655  0.0811  0.0495
O  2.6561  0.2133  14.8615  0.0142  0.0066  -0.0978
O  8.4807  9.5065  19.5187  0.0094  0.0266  0.0111
O  10.8139  5.5808  21.1178  -0.0296  0.0593  0.0091
O  6.9218  8.9912  23.8704  0.0653  -0.0389  -0.0363
O  5.7557  6.2397  13.7793  -0.1121  -0.079  -0.1505
O  1.3887  4.2558  23.0443  0.0076  0.0328  0.0946
O  6.0919  4.9699  11.4122  0.0874  -0.0383  -0.1399
O  14.995  16.2178  18.6706  0.05  0.0334  -0.0041
O  1.8165  1.455  21.429  -0.0467  -0.0372  0.0298
O  4.3434  10.992  18.0397  0.0078  -0.0552  -0.0815
O  -0.3146  6.3134  14.2955  -0.0299  -0.0091  -0.151
O  5.0264  10.0875  15.2873  -0.096  -0.0072  -0.03
O  12.4886  5.9666  19.1424  -0.0124  -0.019  -0.0521
O  -0.5005  -0.8083  18.0466  -0.0307  -0.0014  -0.0438
O  7.6188  6.6177  15.6906  0.0001  -0.0236  -0.0187
O  8.9497  -3.2379  17.7155  0.0266  -0.0005  0.0197
O  4.2399  6.8527  11.7053  0.0926  -0.0023  0.1296
O  5.9078  12.1023  13.0949  -0.2091  -0.084  -0.1878
O  9.3906  9.6681  24.3597  -0.0207  -0.018  0.0485
O  4.0521  10.1501  12.8316  0.0655  0.0253  -0.1799
O  2.4723  2.4745  13.4715  0.0201  -0.0173  -0.1092
O  2.0445  14.7196  17.6663  0.0057  -0.036  -0.0258
O  1.1983  13.0877  15.7377  -0.0142  0.0028  -0.0276
O  1.6716  18.4802  21.3033  -0.0566  0.0395  0.0241
O  -0.4491  2.9905  21.7116  -0.0479  -0.0467  -0.028
O  4.0082  4.4988  12.9332  0.0632  -0.0285  0.0038
O  6.8264  0.7226  23.8099  -0.0132  0.2073  0.1747
O  3.8303  2.459  15.7642  -0.0103  -0.0235  -0.0651
O  3.3287  -1.2052  20.0806  -0.0263  0.039  0.0004
O  3.7031  3.0037  22.3593  -0.074  0.0241  0.0026
O  2.6136  8.9373  17.5339  0.0065  0.0338  0.0043
O  5.0463  -0.7313  22.2845  0.0107  0.0387  0.0211
O  1.5772  4.369  11.7906  0.0347  -0.1742  -0.3038
O  3.3486  5.6033  21.9887  0.0135  0.0528  0.0963
O  4.2682  1.6504  20.146  0.0709  -0.0529  -0.0147
O  4.0936  6.9633  16.5954  0.0118  0.0358  -0.0389
O  -4.2845  11.5996  19.3756  0.0486  0.0083  -0.0558
O  -0.2955  0.6693  22.9299  -0.0315  -0.0953  0.1517
O  -4.0058  8.607  14.1082  -0.0322  -0.0854  -0.0425
O  9.7308  4.2886  12.874  0.0678  -0.0804  0.0364
O  2.876  7.7256  23.6579  -0.1103  0.104  0.1362

Results
free energy: -152029.133 eV
free energy less fixed offsets of O -568.88, Si -635.61 eV per atom: -3.173 eV

The program warned: the cutoff lies below the one the program advises for these potential files; the forces do not sum to zero within the program's tolerance; the exchange-correlation potential is rough where the density is thin.
